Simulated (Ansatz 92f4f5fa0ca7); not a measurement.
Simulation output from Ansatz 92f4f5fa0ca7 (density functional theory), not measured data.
Periodic cell of 186 atoms, Si104O82, from a study of silicon, its oxide and their interface. The atomic structure is a simulated model.

Settings
functional: r2SCAN
potential files: Ansatz norm-conserving
basis: plane waves
wave-function cutoff: 1300 eV
density cutoff ratio: 4
exchange-correlation grid ratio: 1
k mesh: 2 x 2 x 1, shifted by 0.5 0.5 0.5 of a step
self-consistency stop: 5e-08 eV per atom in the density residual
occupations: Fermi-Dirac, 0.05 eV
spin: none
net charge: 0

Cell vectors (angstrom)
a 11.5403 0 0
b 0 11.5403 0
c -1.9206 -1.0839 23.758

Atoms: element, x, y, z (angstrom)
Si -2.0325 -1.4827 0.4206
Si -2.5065 3.9756 0.2611
Si -2.5254 7.039 0.8518
Si 1.4878 -0.7201 0.7289
Si 1.5292 2.5112 0.3713
Si 1.1321 7.5997 0.5435
Si 5.5991 -1.0392 0.4588
Si 4.9539 2.9736 0.4069
Si 4.9796 7.3471 0.3786
Si -0.4194 -0.7977 2.0206
Si -0.5294 3.2069 1.5311
Si -0.5609 7.0752 2.0529
Si 3.5373 -0.6803 1.8205
Si 3.2347 2.9813 1.9471
Si 3.1246 7.0028 1.7603
Si 7.486 -0.7917 1.7829
Si 7.113 3.2181 1.5691
Si 6.936 6.9489 1.8244
Si -0.5662 1.2765 3.082
Si -0.4605 5.0358 3.1363
Si -0.4841 8.903 3.425
Si 3.3811 1.1185 3.2778
Si 3.2023 5.0474 3.1067
Si 3.3422 8.9082 3.1824
Si 7.275 1.2454 3.0028
Si 7.0263 5.0342 3.1304
Si 7.1732 8.8586 3.2104
Si -2.4417 1.2514 4.4701
Si -2.4722 5.1059 4.4268
Si -2.4706 8.8238 4.6261
Si 1.3818 1.1399 4.5342
Si 1.399 5.075 4.5797
Si 1.491 8.9047 4.6735
Si 5.3578 1.1584 4.5007
Si 5.1112 5.0875 4.4953
Si 5.2394 8.8761 4.5966
Si -2.4377 -0.7161 5.8126
Si -2.4338 3.1974 5.7609
Si -2.4416 6.9308 6.0004
Si 1.3946 -0.7359 6.0159
Si 1.3965 3.0967 5.8247
Si 1.5262 6.9812 6.0256
Si 5.321 -0.7392 5.9354
Si 5.1793 3.135 5.7764
Si 5.1223 6.9603 5.9876
Si -0.6212 -0.7759 7.2765
Si -0.5249 3.109 7.1552
Si -0.3894 6.9633 7.3508
Si 3.3867 -0.8248 7.3183
Si 3.2869 3.1517 7.2027
Si 3.3275 6.9886 7.6028
Si 7.2813 -0.7274 7.2599
Si 7.14 3.2167 7.014
Si 7.0616 7.0095 7.2942
Si -0.6243 1.1971 8.5182
Si -0.4068 4.943 8.5849
Si -0.5005 8.889 8.7471
Si 3.2929 1.1826 8.4252
Si 3.263 4.8844 8.8435
Si 3.4687 9.0216 9.0815
Si 7.1935 1.3404 8.3164
Si 7.0954 5.0186 8.477
Si 7.215 8.9266 8.7236
Si -2.5649 1.8527 9.7187
Si -2.4493 5.0238 9.6219
Si -2.4418 8.2019 10.0219
Si 1.3555 1.1006 9.7128
Si 1.3209 4.1704 10.1762
Si 1.331 9.534 10.1761
Si 5.2834 1.3303 9.571
Si 5.3063 4.4504 9.9267
Si 5.6482 9.7943 10.3803
Si 2.6419 9.0196 15.0766
Si 0.2527 5.0649 13.0287
Si 1.4186 2.9018 22.0418
Si 7.9466 9.5727 12.5427
Si 11.9278 9.9285 20.3724
Si 8.0931 12.5664 12.5821
Si 0.85 8.1957 13.0619
Si 1.6391 5.7661 21.2777
Si 7.2847 -0.7937 19.9971
Si 6.6994 1.6412 16.3825
Si 7.3607 5.4874 15.1725
Si 2.891 12.2579 14.8097
Si 11.4848 11.6358 17.7723
Si 6.6198 10.3311 17.0729
Si 2.6756 7.9333 19.6503
Si -0.135 9.3993 15.5477
Si 4.4824 9.965 21.181
Si -3.0432 8.3579 15.3995
Si 4.5184 8.1554 17.2463
Si -2.6492 3.8 13.2897
Si 9.7123 2.4389 17.0051
Si -2.349 9.0046 21.4595
Si 5.0132 2.8746 18.7956
Si 6.1103 4.7386 12.67
Si 5.3802 2.0818 13.6751
Si 0.8053 2.913 15.2918
Si -1.3174 6.1435 21.415
Si 6.1925 5.4755 17.8877
Si 2.4851 11.9011 21.5546
Si 8.692 4.3701 19.2875
Si 6.9908 2.167 20.8985
Si 2.4977 1.9122 17.3751
O 1.3655 -2.3329 0.0682
O 5.9899 10.0307 20.6467
O 7.5248 0.6607 20.6412
O 2.519 6.364 20.0466
O -3.1949 9.4968 22.7737
O -2.4116 8.478 0.0014
O 3.7904 8.6323 20.5907
O 1.9748 3.4218 -0.9747
O -0.2537 10.826 16.3512
O 9.7578 5.0829 20.2771
O 0.2548 6.6836 13.3139
O 0.6301 6.7025 -0.7895
O 4.7655 1.6512 -0.6073
O 10.7368 9.4892 21.3695
O 5.2008 8.9489 0.2092
O 4.3359 9.9051 22.7836
O 2.5811 3.1707 23.1819
O 8.9944 13.7093 13.3455
O -2.3817 3.4239 10.2564
O 0.8787 4.1868 14.2725
O 5.2621 9.5688 17.5228
O 0.938 8.6118 11.5019
O 7.2303 -0.5634 18.4072
O 1.3762 2.5339 10.5883
O 1.1115 4.8786 11.6594
O -2.4745 6.5578 10.4446
O 1.3331 11.1887 10.5958
O 5.4162 -0.0947 10.4551
O 8.5787 12.4953 11.039
O -0.0193 9.338 13.8996
O 5.0661 3.5629 13.0973
O 5.324 2.8199 10.3773
O 6.4482 9.4701 11.8396
O 6.337 5.7703 13.9239
O 8.1239 8.6194 13.8466
O 8.2963 1.9303 16.4031
O 2.3693 8.258 13.6659
O 6.0059 2.3899 15.1401
O 1.2057 4.21 21.1296
O 1.9685 1.7813 20.995
O 4.0085 1.1988 13.7257
O 1.4591 13.0816 14.5945
O 1.3197 10.8166 21.3438
O 2.7654 10.6352 14.7748
O 3.4699 2.4384 18.5488
O -2.5138 9.0801 11.4211
O 0.2344 6.5787 21.1853
O 3.1868 7.9963 18.1304
O 6.5432 4.8731 16.4259
O 1.2622 8.7005 19.7777
O 9.4634 3.7233 17.9918
O -0.7501 2.7498 15.8006
O 3.9547 8.2982 15.7171
O 7.9936 3.1962 20.1547
O -3.9232 4.1761 12.3307
O 7.6163 9.296 16.3669
O 10.3252 12.7581 17.8834
O 5.5457 6.9489 17.626
O 5.1122 4.4934 18.6003
O 5.5014 5.3822 11.3116
O 1.311 8.7807 16.0298
O -2.4411 5.6262 -0.054
O 1.4 12.3628 17.8791
O -1.2695 4.5095 12.8116
O -2.3395 7.3967 21.2787
O 6.5094 1.344 12.7755
O 8.0937 6.8249 15.6967
O 3.7681 11.3592 20.7149
O 8.3154 11.0547 13.1245
O 5.4912 2.4352 20.2908
O 1.7261 3.1574 16.6319
O -3.0306 4.4139 14.7576
O 7.5702 5.4651 18.7804
O -1.4868 8.5454 15.8505
O 6.3883 0.0628 16.1037
O -3.0473 9.7071 20.1851
O 2.5529 5.8789 22.609
O 1.3981 0.8757 0.015
O 8.8945 3.382 -1.2572
O 3.4387 1.1489 16.2849
O 6.0404 2.1485 17.7675
O 11.3357 10.6825 19.0653

Results
free energy: -50300.091 eV
free energy less fixed offsets of O -463.61, Si -117.95 eV per atom: -17.271 eV
pressure: -2.62 GPa
stress xx, yy, zz, yz, xz, xy (GPa, positive in tension): 1.93, 4.07, 1.87, -0.03, 0.08, 0.37

Forces (eV/angstrom), in the order of the atoms: element, x, y, z
Si 0.1445 -0.1839 -0.4609
Si -0.0354 0.2628 -0.5913
Si 0.0661 -0.1268 -0.7424
Si 0.1982 0.0679 -0.1579
Si -0.1858 0.0209 -0.335
Si -0.0363 0.0905 -0.575
Si 0.0643 -0.1401 0.2087
Si 0.2404 0.2355 -0.3089
Si -0.4001 0.2418 -0.3114
Si -0.2051 -0.1555 -0.2178
Si 0.1882 -0.0786 -0.0467
Si 0.1307 0.1342 -0.0886
Si 0.2356 -0.1834 -0.5628
Si -0.0975 -0.0305 -0.0142
Si -0.0232 0.1026 -0.1292
Si -0.0183 -0.1238 -0.3812
Si -0.1955 0.08 -0.1544
Si -0.1197 0.1541 -0.402
Si 0.0032 0.1618 -0.0881
Si 0.0484 -0.0409 -0.007
Si 0.0954 -0.0695 0.443
Si -0.1072 -0.1588 0.1604
Si 0.0624 0.1273 -0.2065
Si 0.066 0.0646 0.0707
Si -0.1233 -0.0297 -0.1219
Si 0.0485 -0.0091 0.1158
Si -0.0789 -0.086 0.1327
Si 0.0972 0.0437 -0.0041
Si -0.0402 -0.0874 -0.065
Si -0.0042 0.1239 -0.0475
Si 0.0253 0.0295 -0.1382
Si -0.0295 -0.0962 0.0711
Si -0.0268 -0.0429 -0.1145
Si -0.0557 0.0745 -0.0277
Si 0.0221 -0.0792 0.0622
Si -0.0427 0.0835 -0.1723
Si -0.1653 0.0273 -0.0261
Si -0.0116 -0.1212 0.0829
Si 0.1168 0.0168 0.2182
Si 0.0046 -0.1333 0.0087
Si 0.0309 0.1419 0.0724
Si -0.1652 0.051 -0.0318
Si -0.1228 -0.1611 0.0338
Si 0.0074 0.1171 -0.0251
Si 0.2189 0.0108 -0.0486
Si -0.0477 -0.163 -0.0126
Si -0.1149 -0.0384 -0.3067
Si -0.0695 0.0029 -0.119
Si 0.1195 -0.0028 -0.0601
Si 0.0114 -0.0616 -0.1717
Si 0.0857 -0.0389 0.3325
Si 0.1144 -0.1546 -0.1082
Si 0.0374 0.1772 -0.4069
Si -0.0663 0.1337 -0.1229
Si -0.2103 0.172 0.13
Si 0.3692 -0.0881 0.298
Si -0.1422 -0.0704 0.1323
Si -0.0399 0.073 0.2228
Si -0.0653 -0.1495 0.1115
Si -0.2093 0.2751 0.2628
Si 0.1216 0.0777 -0.0417
Si -0.2303 -0.2369 0.2464
Si 0.1096 0.0039 0.1545
Si 0.025 0.1346 0.8224
Si 0.0719 0.0554 0.6129
Si 0.102 -0.0257 0.4361
Si 0.1201 -0.1618 0.7896
Si -0.1733 0.03 0.6479
Si -0.1632 0.2057 0.3978
Si -0.0112 0.1569 0.8987
Si 0.0242 -0.2179 0.5442
Si 0.4365 0.2581 0.0586
Si 0.0906 -0.0422 0.114
Si -0.0735 -0.0353 0.2021
Si -0.1277 -0.0739 -0.189
Si 0.0662 -0.2215 0.1403
Si -0.0889 -0.1817 -0.2629
Si 0.0636 0.1081 0.1586
Si 0.0417 0.1028 0.2414
Si 0.1216 0.1507 -0.3645
Si 0.1352 0.0082 -0.2146
Si 0.0876 0.01 0.0574
Si 0.0819 0.0793 0.3622
Si 0.0097 0.0545 0.0231
Si -0.1039 0.0326 -0.0311
Si -0.0085 -0.0283 0.0734
Si -0.0038 -0.1577 -0.1316
Si -0.1245 -0.0072 0.247
Si 0.0066 -0.0897 -0.4527
Si -0.0084 -0.1424 0.3347
Si -0.039 0.0388 0.0649
Si 0.055 0.0402 0.3753
Si -0.0133 0.0477 0.0693
Si -0.0998 0.004 -0.4393
Si 0.0358 0.041 -0.1455
Si 0.0443 0.0954 0.3496
Si -0.1214 -0.0509 0.2975
Si -0.1018 -0.0268 0.0496
Si 0.0094 0.0544 -0.2864
Si 0.0879 0.0154 -0.0113
Si 0.1307 0.0225 -0.3557
Si -0.0218 0.0546 -0.2462
Si 0.0516 -0.061 -0.4474
Si 0.0318 -0.0072 0.1413
O -0.1841 0.3387 0.2859
O -0.0786 0.0528 0.1494
O -0.1686 0.0217 0.0558
O -0.2 0.1393 0.358
O -0.2327 -0.186 0.2959
O 0.1508 0.2512 0.4697
O -0.0785 0.1706 0.0302
O 0.1377 -0.3234 0.2569
O 0.1233 -0.1333 0.0322
O 0.0529 0.1472 0.3258
O 0.0657 0.0003 -0.2132
O 0.2246 0.435 0.1854
O 0.03 0.373 0.117
O -0.1093 -0.0086 0.0678
O 0.1277 -0.0448 -0.1391
O -0.265 -0.0682 0.2685
O 0.0002 -0.508 0.0906
O -0.2954 0.0316 -0.3155
O -0.1673 0.3101 -0.3678
O -0.1458 0.0155 -0.2393
O 0.0992 -0.1049 -0.1171
O 0.1671 0.305 -0.2271
O -0.1311 -0.0854 0.1803
O -0.1015 0.4168 -0.6158
O 0.0314 -0.2017 -0.4086
O 0.0812 -0.2296 -0.705
O -0.0109 -0.3214 -0.707
O 0.0454 -0.31 -0.2283
O 0.0544 0.2949 -0.0378
O 0.171 -0.2886 -0.0597
O 0.3488 0.0239 -0.0907
O 0.0224 0.1029 -0.5254
O -0.2369 0.1765 -0.4064
O 0.1324 -0.3396 -0.2268
O -0.0183 0.1864 -0.2233
O -0.1657 0.0384 0.039
O -0.2711 0.1315 0.0366
O -0.0433 -0.1389 -0.3082
O 0.0863 -0.0849 0.3806
O -0.0718 0.0373 0.4283
O 0.2054 0.1638 0.082
O 0.1555 0.1416 0.2398
O 0.1063 0.0471 0.1655
O -0.0092 -0.1054 0.0752
O 0.1319 -0.0231 -0.099
O -0.1247 -0.202 -0.0851
O -0.0053 -0.1056 0.207
O 0.151 0.0825 0.1333
O 0.0858 0.146 -0.0824
O 0.0659 0.1887 0.2097
O -0.1642 -0.0937 0.0976
O 0.2282 -0.0418 0.0019
O -0.1392 0.145 0.0721
O -0.1388 -0.0484 0.1177
O -0.1097 0.0108 0.121
O -0.0193 0.0308 -0.1395
O 0.15 0.0355 -0.1655
O -0.0743 0.0092 -0.0694
O 0.1779 -0.2161 -0.0249
O 0.0201 -0.5232 -0.306
O -0.0071 0.1789 -0.3437
O 0.031 -0.3776 0.6392
O -0.0361 0.0576 -0.1124
O -0.0121 -0.032 -0.0487
O 0.1814 0.0722 0.2516
O 0.1118 0.086 -0.0592
O -0.0956 -0.0303 -0.2298
O -0.2142 -0.1096 0.3783
O -0.1408 -0.1197 -0.2998
O 0.2066 -0.0083 0.0331
O -0.0005 -0.3396 -0.1632
O -0.1275 -0.0424 -0.5002
O -0.0642 -0.2716 -0.0345
O 0.0297 0.1753 -0.2562
O 0.0427 0.0608 0.0981
O 0.0394 -0.0261 0.4037
O 0.1564 0.0607 0.3797
O 0.0263 -0.368 0.3156
O 0.0446 0.1041 0.4483
O -0.2894 0.066 -0.1217
O -0.1519 0.0846 0.0605
O 0.1536 0.0067 0.1679
